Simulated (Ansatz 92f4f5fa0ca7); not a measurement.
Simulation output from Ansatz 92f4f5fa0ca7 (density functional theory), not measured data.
Periodic cell of 256 atoms, Si144O112, from a study of silicon, its oxide and their interface. The atomic structure is a simulated model.
Doubt: the cutoff is far below the 930 eV that the study's wrapper takes by default for these files, so forces and energies are approximate.
This geometry differs little from another in the collection (a relaxation step or a small displacement).

Settings
functional: PBE
potential files: Ansatz PAW
basis: plane waves
wave-function cutoff: 580 eV
density cutoff ratio: 5
exchange-correlation grid ratio: 1
k mesh: 1 x 1 x 1, Gamma-centred
self-consistency stop: 5e-08 eV per atom in the density residual
occupations: fixed
spin: none
net charge: 0

Cell vectors (angstrom)
a, 10.938, 0, 0
b, 0, 10.938, 0
c, -0.3025, 0.4303, 36.7841

Atoms: element, x, y, z (angstrom)
Si, 1.2889, -1.1619, 29.1863
Si, 3.9775, 1.5793, 29.3395
Si, 0.9005, 4.7477, 29.3405
Si, 3.6845, -3.2707, 29.3214
Si, -4.7367, -0.6685, 29.4848
Si, -1.85, 1.8975, 29.3564
Si, 6.8426, 4.1596, 29.2542
Si, -1.3793, -3.9732, 29.275
Si, 2.3768, 0.4155, 30.602
Si, 5.1844, 3.1545, 30.6204
Si, 2.525, -4.9846, 30.5474
Si, 5.1063, -2.2167, 30.8393
Si, -3.0334, 0.3973, 30.6867
Si, -0.2825, 3.1541, 30.6275
Si, 7.8927, 5.8679, 30.5462
Si, -0.2722, -2.3279, 30.5602
Si, 1.0619, 1.7964, 31.9965
Si, 3.8172, 4.5438, 31.9662
Si, 1.1019, -3.677, 31.9719
Si, 3.7175, -0.8687, 32.0894
Si, 6.5355, 1.7894, 32.031
Si, 9.2571, 4.5284, 31.9881
Si, 6.5482, 7.2458, 31.9831
Si, -1.6359, -0.9808, 31.9826
Si, -0.3025, 0.4303, 33.3659
Si, 2.432, 3.1648, 33.3659
Si, -0.3025, 5.8993, 33.3659
Si, 2.432, -2.3042, 33.3659
Si, 5.1665, 0.4303, 33.3659
Si, 7.901, 3.1648, 33.3659
Si, 5.1665, 5.8993, 33.3659
Si, 7.901, -2.3042, 33.3659
Si, 1.3673, -1.3673, 3.418
Si, 4.1018, 1.3673, 3.418
Si, 1.3673, 4.1018, 3.418
Si, 4.1018, -4.1018, 3.418
Si, 6.8362, -1.3673, 3.418
Si, -1.3673, 1.3673, 3.418
Si, 6.8362, 4.1018, 3.418
Si, -1.3673, 6.8362, 3.418
Si, 2.7359, 0.0019, 4.7912
Si, 5.4586, 2.7392, 4.8095
Si, 2.7242, 5.4733, 4.7766
Si, 5.4887, -2.7548, 4.7398
Si, -2.7318, -0.008, 4.7457
Si, -0.0197, 2.7627, 4.7419
Si, 8.205, 5.4704, 4.8113
Si, 0.0068, -2.7422, 4.8109
Si, 1.3309, 1.3978, 6.0954
Si, 4.0655, 4.1044, 6.1765
Si, 1.3808, -4.1006, 6.1959
Si, 4.1278, -1.405, 6.096
Si, -4.0793, 1.3525, 6.1299
Si, -1.3442, 4.1168, 6.1775
Si, 6.8348, -4.0888, 6.1709
Si, -1.3896, -1.3715, 6.1451
Si, -0.2629, 0.2687, 7.39
Si, 2.4343, 2.9547, 7.4644
Si, 0.2421, -5.6882, 7.5369
Si, 2.9978, -2.937, 7.4844
Si, 5.7452, -0.3033, 7.376
Si, -2.494, 2.5001, 7.4485
Si, 5.2069, 5.7278, 7.4489
Si, -2.938, -2.5204, 7.5219
Si, 1.0648, -0.937, 34.7331
Si, 3.7993, 1.7975, 34.7331
Si, 1.0648, 4.532, 34.7331
Si, 3.7993, 7.2665, 34.7331
Si, 6.5338, -0.937, 34.7331
Si, -1.6697, 1.7975, 34.7331
Si, 6.5338, 4.532, 34.7331
Si, -1.6697, 7.2665, 34.7331
Si, 2.432, 0.4303, 36.1004
Si, 5.1665, 3.1648, 36.1004
Si, 2.432, 5.8993, 36.1004
Si, 5.1665, -2.3042, 36.1004
Si, -3.037, 0.4303, 36.1004
Si, -0.3025, 3.1648, 36.1004
Si, -3.037, 5.8993, 36.1004
Si, -0.3025, -2.3042, 36.1004
Si, 1.3673, 1.3673, 0.6835
Si, 4.1018, 4.1018, 0.6835
Si, 1.3673, 6.8362, 0.6835
Si, 4.1018, -1.3673, 0.6835
Si, 6.8362, 1.3673, 0.6835
Si, -1.3673, 4.1018, 0.6835
Si, 6.8362, -4.1018, 0.6835
Si, -1.3673, -1.3673, 0.6835
Si, 0, 0, 2.0507
Si, 2.7345, 2.7345, 2.0507
Si, 0, 5.469, 2.0507
Si, 2.7345, -2.7345, 2.0507
Si, 5.469, 0, 2.0507
Si, 8.2035, 2.7345, 2.0507
Si, 5.469, 5.469, 2.0507
Si, 8.2035, -2.7345, 2.0507
Si, 3.3136, -1.166, 16.3157
Si, 2.3944, 4.1917, 17.5244
Si, 6.5042, 3.7955, 9.5752
Si, -2.4314, -0.2031, 15.548
Si, -1.3956, -1.5789, 24.6112
Si, 2.7251, 3.416, 27.1157
Si, -2.0924, 1.3966, 13.2272
Si, 1.5264, 2.916, 22.1744
Si, 0.6952, 2.6851, 25.0728
Si, 0.9608, 4.9484, 14.7222
Si, 2.9972, 1.8452, 15.8636
Si, 7.3665, 4.0613, 12.5695
Si, 0.278, 4.6138, 19.916
Si, 1.1697, -1.4908, 9.6324
Si, 6.7923, -0.4332, 23.4343
Si, 2.655, 0.2492, 11.8282
Si, 3.3954, -4.5141, 14.1132
Si, -1.2563, -4.1582, 15.444
Si, 4.3304, -1.7106, 13.5708
Si, 4.7293, -5.1616, 16.7374
Si, 1.5589, -1.8417, 23.2172
Si, -2.4934, -3.8039, 26.3759
Si, 0.9472, 2.0608, 13.6261
Si, 3.5036, -1.6372, 19.364
Si, 1.9121, -3.9496, 20.9096
Si, 5.5333, -4.6335, 24.0805
Si, 4.2907, 1.4966, 9.5323
Si, 1.8436, 0.2357, 20.8705
Si, 5.7292, -2.5326, 27.2183
Si, -2.9181, -4.8194, 22.5599
Si, 6.8032, 2.4958, 24.4523
Si, -2.3021, -4.0064, 12.598
Si, 4.2876, -1.9583, 24.744
Si, -2.6781, 3.5505, 19.0335
Si, 7.5146, -4.7125, 17.6926
Si, -1.0247, -3.7817, 9.7557
Si, 7.8576, 0.6411, 18.3406
Si, -1.802, 4.4979, 24.9461
Si, 3.8669, 4.748, 21.8608
Si, 0.2501, -1.5986, 16.4421
Si, 7.3716, -1.2627, 13.0457
Si, 6.4759, 3.7231, 21.4669
Si, -2.2907, -3.0297, 20.2102
Si, -0.442, 0.3172, 26.9212
Si, -0.4768, -0.8637, 19.333
Si, 5.4754, 4.2744, 26.4086
Si, 4.9117, 3.8887, 14.4601
Si, 6.3305, -0.824, 20.4227
O, 7.8627, -5.3888, 13.0555
O, -1.3328, -0.6319, 25.9434
O, 5.4013, 4.5438, 15.8783
O, 6.9169, -4.0082, 23.4683
O, 1.7691, -1.5121, 15.8442
O, -1.4865, -4.3382, 11.2212
O, 4.4469, -3.5538, 24.5435
O, -1.8223, -0.0584, 19.0455
O, 2.7626, 3.8525, 22.6445
O, 5.1324, 0.4733, 28.9184
O, 4.0989, -4.0837, 7.9848
O, 6.6254, -1.53, 28.1455
O, 4.7096, -1.6368, 26.2889
O, -2.9337, 3.0453, 28.8946
O, 7.1618, 5.1942, 21.548
O, -2.2636, 5.5341, 26.122
O, 5.7449, -1.2188, 12.9249
O, 2.8897, 2.6666, 17.2717
O, 3.3064, 2.122, 27.9303
O, 6.1795, 3.4985, 13.532
O, 7.4476, -1.984, 20.422
O, 1.5595, 1.6197, 15.0881
O, 0.6704, -0.5467, 27.7726
O, 3.2086, -0.6595, 13.0519
O, 3.8817, 0.8209, 10.9387
O, 4.7752, 5.4132, 22.9937
O, 2.8407, -0.1804, 19.6654
O, 1.3525, 4.1001, 8.0114
O, 2.4799, -2.2511, 28.7615
O, 6.3345, 4.5667, 27.7523
O, 2.7035, -1.7015, 24.4056
O, 5.9074, 5.0867, 8.7895
O, 0.2305, 1.3908, 25.9169
O, 6.8649, -1.3882, 7.9732
O, 4.9196, -1.6205, 20.1835
O, -2.7169, 3.1473, 24.931
O, 5.3743, 2.6622, 9.7749
O, 6.5434, 0.3068, 19.253
O, 6.4719, 3.0045, 22.9325
O, -1.9032, 5.2458, 23.4914
O, 7.7978, -1.3523, 14.6257
O, 8.1273, 0.1014, 12.4479
O, 7.6369, -0.0893, 16.9059
O, 7.4901, 4.6576, 18.1297
O, 3.8945, -3.2576, 13.1876
O, 5.9314, -4.3221, 17.4619
O, -2.5469, 1.2465, 14.7938
O, 3.8767, -4.2606, 15.6659
O, 2.1766, 3.0369, 25.6372
O, 1.6775, -0.725, 10.9653
O, -0.3015, -3.1262, 16.2742
O, 4.9164, 3.8598, 20.9588
O, 4.0264, 2.5565, 14.7921
O, 4.9589, 0.299, 8.6746
O, 0.0961, -2.6385, 10.0349
O, -0.4632, 1.3344, 13.2438
O, 6.5229, -0.0644, 21.8622
O, -0.2408, 5.8356, 28.8525
O, -1.906, -3.377, 27.8344
O, -0.39, -5.0357, 8.9167
O, 4.3825, -1.6571, 15.193
O, 2.0181, -0.6675, 22.2007
O, 6.8649, -3.3364, 26.3535
O, 0.7914, 2.299, 23.4888
O, 7.4156, 3.0096, 20.3427
O, 3.659, 5.1902, 17.8407
O, 3.691, -1.8333, 17.7579
O, 3.5485, 0.4303, 16.3883
O, -1.438, -3.5857, 13.9211
O, -0.8601, -2.2893, 20.004
O, -2.6803, -1.1706, 23.6572
O, 2.4175, -2.1932, 8.8404
O, 0.4505, -0.3604, 8.7194
O, -2.651, 2.1989, 18.1147
O, 5.4135, -1.2307, 23.8166
O, 4.0612, 5.0103, 13.6142
O, 1.3206, 4.2016, 18.7323
O, -0.8512, -0.5877, 15.7687
O, 4.7519, -3.5692, 28.0623
O, -2.2809, -3.1548, 8.9035
O, 1.5937, -3.27, 22.384
O, 1.7645, -4.7321, 14.0209
O, 1.5166, 4.0933, 27.9639
O, -2.4686, 2.8517, 12.601
O, 7.801, 3.178, 8.805
O, 1.9288, 1.5735, 12.4249
O, 0.4581, 3.747, 21.282
O, -0.5286, 5.3386, 15.2348
O, 0.3121, 0.0897, 20.369
O, 1.7757, 4.5965, 16.077
O, 0.5966, -4.7478, 20.3004
O, 0.0459, -1.5874, 23.8135
O, 5.7074, 2.8386, 25.6345
O, -2.0602, -3.8467, 21.6007
O, -0.2826, 3.9859, 25.232
O, 2.1737, 1.7638, 21.2451
O, 6.891, 0.8864, 24.3755
O, -1.2321, 4.2403, 19.4084
O, -1.6684, -3.0853, 25.1675
O, 0.8349, 3.6971, 13.6755
O, 3.1116, 5.8833, 20.9927
O, -2.6283, -4.4177, 16.2895
O, 2.4797, -2.7965, 19.903
O, -1.3784, 1.3741, 7.9515
O, 6.9285, 4.3156, 11.0368
O, 3.9254, 4.4739, 26.8522
O, 5.9445, 5.3473, 25.3048
O, 0.4038, -1.1711, 18.006
O, -2.6881, -3.892, 18.8885
O, 7.7662, -2.6531, 12.2734
O, 2.9888, 2.1481, 8.7942
O, -1.3708, 1.1235, 27.9867

Results
free energy: -155247.697 eV
free energy less fixed offsets of O -568.88, Si -635.61 eV per atom: -5.297 eV

Forces (eV/angstrom), in the order of the atoms: element, x, y, z
Si, 0.0727, -0.085, -0.0572
Si, 0.0739, -0.1036, 0.0294
Si, -0.0376, 0.0414, 0.004
Si, 0.0014, 0.173, -0.1064
Si, -0.2065, 0.0891, -0.0813
Si, 0.0107, 0.0594, -0.0561
Si, 0.0289, -0.0438, 0.0037
Si, 0.0955, -0.0401, -0.0901
Si, 0.0598, 0.0112, 0.0534
Si, 0.0272, -0.0561, -0.002
Si, -0.0477, -0.0556, 0.0031
Si, -0.0309, 0.0016, 0.0085
Si, -0.0008, 0.049, 0.0225
Si, 0.0004, -0.0125, 0.017
Si, 0.011, -0.0367, 0.0028
Si, 0.0357, -0.0278, -0.0019
Si, -0.0307, -0.0018, -0.0579
Si, 0.0043, 0.0351, -0.0297
Si, -0.0026, 0.0185, -0.0044
Si, -0.0106, 0.0324, -0.0454
Si, -0.0272, 0.0115, -0.0696
Si, 0.0148, 0.0004, 0.0024
Si, -0.0292, 0.027, 0.0081
Si, -0.0289, 0.0051, -0.0172
Si, 0.0084, -0.1009, -0.0812
Si, 0.1164, 0.0626, -0.2167
Si, 0.0841, 0.0096, -0.2152
Si, -0.33, -0.0707, 0.3984
Si, -0.1141, 0.2458, 0.4451
Si, 0.0095, 0.0626, 0.1359
Si, 0.1003, -0.0625, -0.0746
Si, 0.1458, -0.2173, -0.1147
Si, -0.0175, -0.0332, 0.1268
Si, 0.0164, 0.0343, 0.0842
Si, 0.0006, 0.1339, -0.2654
Si, 0.0016, -0.1465, -0.213
Si, -0.0049, -0.0177, -0.3574
Si, -0.0223, 0.0281, -0.2907
Si, -0.0191, 0.0131, 0.2027
Si, 0.0143, -0.0142, 0.1716
Si, -0.0033, 0.0007, 0.0075
Si, 0.002, -0.0086, 0.0076
Si, -0.0023, 0.0117, 0.0298
Si, 0.0059, -0.0082, 0.0453
Si, 0.0086, -0.0011, 0.0528
Si, -0.007, -0.0006, 0.0469
Si, -0.0004, 0.0047, 0.0345
Si, -0.0071, 0.012, 0.0153
Si, -0.0375, 0.0612, -0.0327
Si, -0.0437, 0.0263, -0.0318
Si, 0.0504, -0.0428, -0.0063
Si, 0.0406, -0.0641, -0.0182
Si, 0.0606, -0.0283, -0.0259
Si, 0.0315, -0.0515, -0.0199
Si, -0.0255, 0.055, -0.0364
Si, -0.0611, 0.0278, -0.0343
Si, -0.1262, 0.1288, 0.1281
Si, -0.1128, 0.0966, 0.0851
Si, 0.0854, -0.1061, 0.0296
Si, 0.1016, -0.1071, 0.0485
Si, 0.1214, -0.1336, 0.1131
Si, 0.1118, -0.0866, 0.0251
Si, -0.1145, 0.151, 0.0884
Si, -0.1121, 0.0887, 0.036
Si, -0.0475, -0.1125, 0.0403
Si, 0.1506, 0.0482, 0.0466
Si, -0.0252, 0.0182, -0.0401
Si, 0.0011, 0.05, -0.0356
Si, -0.0643, 0.0026, -0.0432
Si, -0.0412, 0.0018, -0.0346
Si, -0.0016, -0.0256, 0.0059
Si, 0.0181, 0.0349, 0.0027
Si, -0.0218, 0.0133, -0.0466
Si, -0.0544, 0.0122, -0.0109
Si, 0.0218, -0.0113, -0.0121
Si, 0.018, -0.0293, -0.0093
Si, 0.0225, 0.0064, -0.0132
Si, 0.0137, -0.03, -0.0099
Si, 0.002, -0.0276, -0.0369
Si, 0.0002, 0.0657, -0.0102
Si, 0.0267, -0.0276, 0.0227
Si, 0.0636, -0.0312, 0.0159
Si, -0.0434, 0.0283, 0.0075
Si, -0.0091, 0.0421, 0.0133
Si, -0.048, 0.0326, 0.0048
Si, -0.0257, 0.0315, 0.0203
Si, 0.0288, -0.0073, 0.0272
Si, 0.0037, -0.0623, 0.0208
Si, -0.0233, 0.0462, 0.003
Si, -0.0133, 0.0374, 0.01
Si, 0.0581, -0.0261, -0.0011
Si, 0.0272, -0.0274, 0.0111
Si, 0.0421, -0.0303, 0.0095
Si, 0.01, -0.0828, 0.0028
Si, -0.0795, 0.0066, -0.0012
Si, -0.0206, 0.068, 0.0056
Si, 0.0104, 0.0044, -0.0402
Si, 0.0073, -0.0022, -0.0287
Si, -0.0116, -0.0017, 0.1036
Si, -0.0129, -0.0009, -0.0557
Si, -0.0019, 0.0152, -0.0608
Si, -0.0044, -0.0252, -0.0817
Si, -0.0178, 0.0135, -0.0156
Si, 0.0004, 0.0026, 0.0571
Si, -0.0331, 0.001, -0.0636
Si, -0.0007, -0.0105, -0.0239
Si, -0.009, 0.0182, -0.0576
Si, 0.0055, 0.0075, 0.0193
Si, 0.0233, -0.0078, 0.06
Si, 0.0058, 0.036, 0.0856
Si, 0.0057, 0.0026, 0.0298
Si, 0.0077, -0.0155, 0.0392
Si, 0.0106, -0.0028, -0.022
Si, -0.014, -0.0003, -0.0732
Si, 0.0024, 0.0302, -0.0361
Si, -0.0032, -0.0093, -0.0356
Si, -0.007, 0.0148, 0.0414
Si, 0.0051, -0.025, -0.1234
Si, 0.006, -0.013, -0.0351
Si, 0.0023, 0.0088, 0.032
Si, 0.011, 0.0017, 0.0685
Si, 0.004, 0.0361, -0.0017
Si, 0.001, -0.0204, 0.0991
Si, 0.0042, -0.006, 0.0658
Si, -0.0457, 0.01, -0.1071
Si, -0.0137, -0.0044, 0.0614
Si, 0.0232, -0.0063, -0.0415
Si, -0.0184, 0.0024, 0.0269
Si, -0.0044, -0.0044, -0.0548
Si, -0.0087, 0.0086, 0.0363
Si, -0.0002, 0.0113, -0.0234
Si, -0.0009, -0.0026, 0.0791
Si, -0.0063, -0.0179, -0.0057
Si, 0.0065, -0.0114, -0.0707
Si, -0.0202, -0.0037, 0.0533
Si, -0.016, 0.0017, -0.0397
Si, 0.0042, -0.007, -0.0061
Si, 0, 0.021, 0.0802
Si, -0.0287, -0.0052, 0.0568
Si, 0.0024, 0.0219, -0.0404
Si, -0.0036, -0.0076, 0.0269
Si, 0.0032, -0.0038, -0.1085
Si, 0.0216, -0.022, -0.0406
Si, 0.0154, -0.0091, 0.0737
O, 0.0002, -0.003, -0.008
O, -0.0011, 0.0133, 0.0631
O, -0.0063, 0.0157, 0.034
O, -0.0075, -0.021, -0.0047
O, -0.0151, -0.0035, 0.0215
O, 0.0059, 0, -0.0405
O, 0.0023, -0.0158, 0.011
O, 0.0011, 0.0066, -0.0049
O, 0.006, 0.0057, -0.0198
O, 0.0949, -0.0417, 0.0731
O, 0.0176, -0.0064, -0.0785
O, -0.001, 0.028, 0.0676
O, 0.0262, -0.0236, 0.0854
O, -0.0003, -0.0199, 0.0475
O, -0.0019, -0.019, -0.0424
O, -0.0072, 0.0158, 0.0737
O, -0.0068, -0.0047, 0.0061
O, -0.0025, 0.0017, 0.0251
O, -0.0204, 0.031, 0.0063
O, -0.0099, 0.0011, 0.009
O, -0.0072, 0.0057, -0.0289
O, 0.0034, 0.0044, 0.03
O, -0.0269, 0.0268, 0.0363
O, 0.0047, -0.0065, 0.0071
O, 0.018, 0.026, -0.0581
O, 0.0183, -0.009, -0.0181
O, 0.0014, 0.0022, -0.0228
O, 0.0162, -0.0239, -0.0756
O, 0.0105, -0.0629, 0.0624
O, 0.0002, 0.0039, 0.0608
O, 0.0034, -0.0032, 0.0122
O, 0.0142, -0.0299, -0.0538
O, 0.0001, -0.0059, 0.0612
O, -0.0281, 0.0249, -0.0896
O, 0.002, -0.0002, -0.0159
O, -0.0091, -0.0012, 0.0231
O, 0.0138, 0.0111, -0.0423
O, 0.003, 0.0158, -0.0212
O, 0.001, 0.0062, -0.0245
O, -0.0085, -0.0008, -0.0038
O, 0.0059, 0.0096, 0.0285
O, 0.0029, -0.0016, 0.0113
O, -0.0059, 0.0086, 0.0301
O, 0.0062, -0.0142, -0.0002
O, -0.0058, -0.0159, 0.0158
O, 0.0018, -0.0003, 0.0114
O, 0.0108, -0.0084, 0.027
O, 0.0047, 0.0037, 0.0202
O, 0.0094, -0.0004, 0.0592
O, -0.0184, -0.0256, -0.0635
O, 0.0132, 0.0077, 0.0256
O, 0.0073, 0.0001, -0.0221
O, 0.0018, 0.0036, 0.02
O, 0.0053, 0.0128, -0.0787
O, -0.0015, -0.0049, -0.0422
O, 0.003, -0.003, 0.0068
O, -0.01, -0.0122, -0.059
O, -0.0174, 0.0218, 0.0637
O, 0.0051, 0.0042, 0.1024
O, -0.0172, 0.0192, -0.0387
O, -0.0039, -0.0111, 0.0416
O, 0.0005, 0.0095, -0.0307
O, -0.0126, 0.0041, 0.052
O, 0.0034, 0.0028, 0.0092
O, 0.0088, -0.0009, -0.0293
O, 0.0046, 0.0005, 0.0052
O, 0.0012, -0.0069, 0.0096
O, 0.0045, -0.0086, 0.0222
O, 0.0056, -0.0013, 0.024
O, 0.0032, 0.0022, -0.0182
O, -0.0203, 0.0126, 0.009
O, -0.0106, 0.0139, -0.0381
O, 0.008, -0.0183, -0.0768
O, 0.0016, 0.0022, 0.0058
O, 0.0103, 0.0078, 0.0055
O, -0.0064, 0.0124, 0.003
O, -0.0023, -0.0029, -0.0034
O, 0.0174, -0.0072, 0.0297
O, -0.0335, 0.013, 0.0827
O, 0.018, -0.0158, -0.0385
O, 0.0046, -0.0184, -0.031
O, 0.0084, 0.0029, 0.0108
O, 0.0144, -0.0115, 0.0215
O, -0.0063, 0.0074, -0.0076
O, -0.0274, 0.0174, -0.0298
O, -0.0062, 0.0113, 0.0039
O, -0.0096, 0.0139, -0.0416
O, 0.0057, -0.0016, 0.0207
O, -0.0115, 0.0035, -0.0265
O, 0.0029, 0.0032, 0.0238
O, -0.0045, -0.0011, -0.0229
O, 0.0183, -0.0083, -0.0011
O, 0.0031, 0.0152, 0.0474
O, 0.0082, 0.0017, -0.0415
O, 0.01, -0.0088, 0.0377
O, 0.0043, -0.0013, -0.03
O, -0.005, 0.0029, 0.0107
O, -0.0065, -0.003, -0.0148
O, -0.0034, -0.0188, 0.0541
O, 0.0051, 0.0115, 0.0207
O, -0.0091, 0.008, -0.0312
O, -0.0108, -0.0064, 0.0368
O, 0.0043, -0.0075, -0.0243
O, 0.0244, -0.0226, -0.1035
O, -0.0087, -0.0069, -0.0444
O, 0.0103, 0.0236, 0.0637
O, -0.0148, -0.0195, 0.0312
O, 0.0041, -0.0007, 0.0073
O, 0.0069, 0.0048, -0.0031
O, 0.0088, -0.0077, -0.0064
O, 0.0081, 0.0054, -0.0621
O, 0.027, -0.029, 0.0323

The program warned: the cutoff lies below the one the program advises for these potential files; the forces do not sum to zero within the program's tolerance; the exchange-correlation potential is rough where the density is thin.
